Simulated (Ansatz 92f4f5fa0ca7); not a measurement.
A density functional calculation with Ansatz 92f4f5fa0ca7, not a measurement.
Periodic cell of 226 atoms, Si134O92, from a study of silicon, its oxide and their interface. The atomic structure is a simulated model.
Doubt: the cutoff is far below the 930 eV that the study's wrapper takes by default for these files, so forces and energies are approximate.
This geometry differs little from another in the collection (a relaxation step or a small displacement).

Settings
functional: PBE
potential files: Ansatz PAW
basis: plane waves
wave-function cutoff: 580 eV
density cutoff ratio: 5
exchange-correlation grid ratio: 1
k mesh: 1 x 1 x 1, Gamma-centred
self-consistency stop: 5e-08 eV per atom in the density residual
occupations: fixed
spin: none
net charge: 0

Cell vectors (angstrom)
a, 10.938, 0, 0
b, 0, 10.938, 0
c, 0, 0, 32.2707

Atoms and the computed forces on them: element, x, y, z (angstrom), force x, y, z (eV/angstrom)
Si, 0.2463, -0.3795, 24.8484, 0.0144, 0.0216, 0.0482
Si, 5.1512, 0.2746, 24.7168, 0.0133, 0.0146, 0.0244
Si, 2.9728, 2.6352, 24.7074, -0.0058, -0.0405, 0.0428
Si, 7.9902, 3.102, 24.9785, -0.0128, -0.0327, 0.0506
Si, -0.3802, 5.6728, 24.8945, 0.033, 0.0031, 0.0546
Si, 5.6919, 5.2525, 24.7891, -0.0052, 0.0151, 0.0408
Si, 2.6304, 8.4476, 24.6163, -0.0036, 0.0001, 0.0143
Si, 8.5435, 8.089, 24.9282, -0.012, 0.0001, 0.0318
Si, 1.337, 1.4182, 25.9759, 0.0217, 0.0099, -0.0166
Si, 6.8479, 1.3329, 26.032, 0.0089, -0.0008, -0.0005
Si, 4.1457, 4.0939, 26.1375, -0.0125, 0.0227, 0.006
Si, 9.4794, 4.2195, 26.3756, -0.0049, 0.0139, 0.0044
Si, 1.4449, 6.7928, 25.9408, 0.0082, -0.0108, 0.0139
Si, 6.7991, 6.9351, 26.048, -0.0171, 0.003, -0.0002
Si, 4.0462, 9.6416, 26.0914, 0.014, -0.0325, 0.0035
Si, 9.7182, 9.5063, 26.3444, 0.0034, -0.0083, 0.0097
Si, 2.6749, 0.0609, 27.4599, -0.0161, 0.0132, 0.0098
Si, 8.2181, -0.0035, 27.4784, 0.004, -0.0021, -0.0031
Si, -0.0059, 2.7348, 27.476, -0.0048, -0.0034, 0.0093
Si, 5.5015, 2.6924, 27.4823, 0.0036, -0.0099, 0.0086
Si, 2.7451, 5.4645, 27.4429, -0.002, 0.0019, -0.005
Si, 8.0828, 5.6027, 27.5723, 0.0113, -0.0101, -0.002
Si, 0.1349, 8.0742, 27.5352, -0.0047, 0.0137, -0.0105
Si, 5.4251, 8.2565, 27.4501, 0.0094, 0.0015, -0.0031
Si, 4.1018, 1.3673, 28.8525, -0.0873, -0.047, -0.0315
Si, 9.5708, 1.3673, 28.8525, -0.0243, 0.0248, -0.0238
Si, 1.3673, 4.1018, 28.8525, 0.0942, 0.0069, -0.2239
Si, 6.8362, 4.1018, 28.8525, -0.298, -0.0026, 0.2557
Si, 4.1018, 6.8362, 28.8525, -0.0832, 0.0949, -0.2847
Si, 9.5708, 6.8362, 28.8525, 0.1426, 0.073, 0.5233
Si, 1.3673, 9.5708, 28.8525, 0.252, -0.0055, 0.1184
Si, 6.8362, 9.5708, 28.8525, -0.0563, 0.0612, -0.1729
Si, 0, 0, 30.2197, -0.0736, -0.1161, -0.0297
Si, 5.469, 0, 30.2197, -0.0447, -0.0457, -0.0179
Si, 2.7345, 2.7345, 30.2197, 0.0849, 0.0513, -0.0092
Si, 8.2035, 2.7345, 30.2197, 0.0924, 0.1048, -0.0149
Si, 0, 5.469, 30.2197, -0.1841, -0.1015, 0.0157
Si, 5.469, 5.469, 30.2197, -0.0494, -0.1577, 0.0087
Si, 2.7345, 8.2035, 30.2197, 0.0965, 0.1656, 0.0221
Si, 8.2035, 8.2035, 30.2197, 0.1831, 0.1133, 0.0077
Si, 1.3673, 1.3673, 31.587, -0.0246, -0.0403, -0.0378
Si, 6.8362, 1.3673, 31.587, -0.0325, -0.0159, -0.0414
Si, 4.1018, 4.1018, 31.587, -0.035, 0.0823, 0.0165
Si, 9.5708, 4.1018, 31.587, 0.054, -0.0238, 0.0208
Si, 1.3673, 6.8362, 31.587, 0.0071, 0.0189, -0.0488
Si, 6.8362, 6.8362, 31.587, 0.0275, -0.0146, -0.045
Si, 4.1018, 9.5708, 31.587, 0.0277, -0.0448, 0.0053
Si, 9.5708, 9.5708, 31.587, -0.0802, 0.0628, 0.017
Si, 2.7345, 0, 0.6835, 0.0532, -0.0482, -0.0252
Si, 8.2035, 0, 0.6835, 0.0232, 0.0188, 0.0138
Si, 0, 2.7345, 0.6835, 0.0086, -0.0049, 0.0374
Si, 5.469, 2.7345, 0.6835, -0.0069, 0.0248, 0.0383
Si, 2.7345, 5.469, 0.6835, -0.0327, -0.0203, 0.0116
Si, 8.2035, 5.469, 0.6835, 0.0073, -0.019, -0.0101
Si, 0, 8.2035, 0.6835, -0.0154, -0.0004, 0.0354
Si, 5.469, 8.2035, 0.6835, 0.0294, 0.0306, 0.0314
Si, 4.1018, 1.3673, 2.0507, -0.0788, -0.1271, 0.0059
Si, 9.5708, 1.3673, 2.0507, -0.0779, -0.1383, 0.026
Si, 1.3673, 4.1018, 2.0507, -0.0385, 0.0318, -0.0168
Si, 6.8362, 4.1018, 2.0507, 0.0995, 0.1195, 0.0057
Si, 4.1018, 6.8362, 2.0507, -0.0548, -0.049, 0.0109
Si, 9.5708, 6.8362, 2.0507, -0.0816, -0.0393, 0.0247
Si, 1.3673, 9.5708, 2.0507, 0.0832, 0.148, -0.0147
Si, 6.8362, 9.5708, 2.0507, 0.0273, 0.0235, 0.0068
Si, 0, 0, 3.418, 0.2856, 0.2293, -0.4585
Si, 5.469, 0, 3.418, -0.0381, 0.0848, -0.3089
Si, 2.7345, 2.7345, 3.418, -0.1219, 0.0415, 0.269
Si, 8.2035, 2.7345, 3.418, -0.0436, 0.2132, 0.3139
Si, 0, 5.469, 3.418, -0.0321, -0.4984, -0.134
Si, 5.469, 5.469, 3.418, -0.0331, -0.2223, 0.0459
Si, 2.7345, 8.2035, 3.418, 0.0542, -0.0392, 0.0993
Si, 8.2035, 8.2035, 3.418, -0.066, -0.0438, -0.1826
Si, 1.2762, 1.4267, 4.8124, 0.0027, -0.0202, -0.0039
Si, 6.7749, 1.3928, 4.7785, -0.0155, -0.0038, -0.0242
Si, 4.1582, 4.0352, 4.8231, 0.0162, 0.0092, -0.0072
Si, 9.5978, 4.0899, 4.8493, -0.0019, 0.0135, 0.0074
Si, 1.4032, 6.7433, 4.7545, -0.0058, 0.0066, -0.0064
Si, 6.8093, 6.8482, 4.7756, -0.0368, -0.001, 0.0072
Si, 4.1086, 9.6039, 4.7721, -0.0234, 0, -0.0219
Si, 9.6524, 9.5296, 4.7024, 0.0116, -0.007, -0.0307
Si, 2.6549, 0.0165, 6.0625, -0.0047, 0.037, 0.0735
Si, 8.3117, 0.0546, 5.9063, 0.0135, 0.0101, 0.0483
Si, -0.0179, 2.7444, 6.3923, -0.0207, -0.0019, -0.0311
Si, 5.3942, 2.6227, 6.3389, -0.0442, -0.0125, 0.0537
Si, 2.7861, 5.4001, 6.1519, -0.0048, 0.0023, -0.0071
Si, 8.1475, 5.4563, 6.132, 0.0066, -0.022, 0.0075
Si, -0.0309, 8.0605, 6.0548, 0.0171, 0.0003, 0.0431
Si, 5.4777, 8.2544, 6.1544, 0.213, 0.096, 0.0697
Si, 3.6629, 1.4408, 7.6518, -0.0007, -0.0152, -0.2023
Si, 9.1826, 1.5221, 7.5596, 0.0082, 0.025, -0.0453
Si, 1.6352, 3.9563, 7.6511, -0.011, 0.0054, 0.0311
Si, 7.0202, 3.9019, 7.5043, -0.0015, 0.0177, -0.0519
Si, 3.9185, 7.0378, 7.4205, -0.0172, -0.0256, 0.0074
Si, 9.2832, 7.0406, 7.4615, 0.0381, -0.0243, -0.0651
Si, 1.5751, 9.2364, 7.2284, -0.0111, 0.0167, -0.1004
Si, 7.2093, 9.4831, 7.2388, -0.2015, -0.1181, -0.1498
O, 6.8468, 4.1424, 24.3721, -0.0077, 0.0234, -0.0422
O, 1.4154, 9.5319, 24.2136, 0.0077, -0.0175, -0.0273
O, 6.6187, -2.4541, 12.4162, 0.0001, 0.0081, 0.0136
O, 2.7663, 8.1844, 7.7339, 0.0201, -0.0094, 0.0371
O, 4.1931, 0.2967, 11.5272, -0.001, 0.0193, 0.0164
O, 8.2404, 8.2911, 7.8002, -0.0179, 0.0261, 0.0396
O, 5.5838, 10.4911, 23.2939, 0.0126, -0.0078, -0.0346
O, -0.1491, 4.7614, 23.5376, -0.0126, -0.0266, -0.0207
O, 3.9943, 0.4015, 8.9112, 0.0171, -0.0526, 0.0997
O, 9.2455, 0.6211, 8.9822, -0.0036, -0.0279, 0.0291
O, 0.8265, 9.7763, 8.5987, -0.0121, -0.0016, 0.0169
O, 3.0022, 1.7969, 13.4451, -0.0004, 0.0029, 0.002
O, 9.8429, 6.3545, 8.8641, 0.0221, -0.0146, 0.0264
O, 1.1394, 4.9028, 8.9426, -0.0144, 0.0286, -0.0024
O, 6.5265, 4.6832, 8.8764, -0.0162, 0.0231, 0.0295
O, 4.4742, 6.4015, 8.8435, 0.0187, -0.0062, 0.0076
O, 7.8571, 0.27, 22.1838, 0.006, -0.0116, 0.0171
O, 8.9743, 2.6692, 23.7315, 0.0272, 0.017, -0.0155
O, 2.4378, 3.4188, 23.3345, -0.0183, 0.0168, -0.0496
O, 10.1101, 0.0501, 23.6625, -0.0386, -0.0149, -0.0172
O, 10.8163, 11.3612, 19.9781, -0.0024, 0.0037, 0.0026
O, 7.9671, 8.1354, 19.8332, 0.0112, 0.005, 0.0032
O, 4.9732, 5.7555, 23.3953, -0.0073, 0.0107, -0.0223
O, 3.5049, 7.9498, 23.2708, 0.0357, -0.02, -0.0297
Si, 4.0464, -0.6425, 10.1944, -0.0119, -0.0081, -0.0103
Si, -12.934, 3.8392, 20.0883, -0.001, 0.0044, 0.002
Si, 12.686, 2.8852, 21.925, 0.0031, -0.002, 0.012
Si, 13.5559, -1.2935, 19.704, 0.0044, -0.0073, -0.0063
Si, 20.4548, 11.9382, 19.1832, -0.0012, 0.0081, -0.0025
Si, 4.282, 2.3992, 17.7705, -0.0027, 0.0008, -0.0004
Si, -8.7307, -6.6518, 16.5891, 0.003, 0.0029, -0.0011
Si, 0.317, 4.9055, 12.7139, -0.0117, 0.0178, -0.0162
Si, 8.7306, 9.1335, 18.7804, -0.0091, 0.002, -0.0013
Si, 6.441, 9.5513, 13.6356, -0.0012, -0.0029, 0.0062
Si, 10.8343, -1.1668, 20.3913, -0.0004, -0.0063, 0.0053
Si, 0.5247, 0.0743, 12.1863, -0.0064, -0.005, 0.0039
Si, -1.2947, -8.547, 13.522, -0.0023, 0.0019, 0.0041
Si, 0.9391, 4.5627, 19.3315, 0.0101, -0.003, 0.0036
Si, 17.2069, 10.9237, 21.8606, 0.0043, -0.01, 0.017
Si, 6.6511, -2.3866, 10.7959, 0.0053, -0.0096, -0.0045
Si, 1.6173, 6.8805, 14.9377, -0.0012, -0.0024, 0
Si, 3.0314, -4.3524, 19.6826, 0.0068, -0.0035, 0.0098
Si, -4.0198, 12.4165, 12.2929, 0.0027, -0.0021, 0.0013
Si, -0.9797, 3.5585, 22.7922, 0.017, -0.0187, -0.0023
Si, 5.7103, 5.8053, 9.7362, 0.0007, -0.0077, 0.0001
Si, 4.1948, 8.274, 15.4084, 0.0051, -0.0021, 0.005
Si, 4.4118, 6.8846, 22.3687, -0.0088, 0.0058, 0.0023
Si, 8.9898, 10.1835, 22.7828, -0.0146, 0.0164, -0.008
Si, 7.8897, 10.9158, 9.68, 0.0063, 0.0112, 0.0066
Si, 3.1118, 1.4716, 11.8362, 0.0086, -0.0088, -0.0014
Si, 6.374, 8.2295, 20.2426, -0.0144, 0.004, 0.007
Si, -6.2435, 3.7651, 11.9163, 0.0094, 0.0151, -0.0023
Si, 12.0784, -1.8293, 10.0575, 0.0064, -0.0145, 0.0109
Si, 8.4889, 10.0032, 15.8999, 0.0028, -0.0159, -0.0242
Si, 2.8034, 10.6806, 16.9033, 0.0039, -0.0032, 0.0031
Si, 13.5913, 3.378, 13.728, -0.0046, 0.0048, 0.008
Si, 3.9487, 1.2318, 20.6241, -0.004, -0.0023, -0.001
Si, 11.192, 6.0463, 9.7529, -0.0018, -0.0044, 0.0112
Si, 6.9726, 3.9053, 17.8249, 0.0021, 0.0001, -0.0112
Si, -2.0044, 1.9277, 16.4412, 0.0031, 0.0015, -0.0014
Si, 0.6162, -1.1253, 15.0436, -0.0042, 0.0022, -0.0007
Si, 5.3066, 6.5413, 17.7751, -0.002, 0.0063, -0.0011
O, -5.0537, 2.6822, 17.8331, 0.0087, 0.0017, 0.0036
O, 1.6941, 14.7851, 20.602, -0.0052, 0.0125, -0.0138
O, 2.1102, 10.3802, 18.3496, 0.0017, 0.0031, -0.0028
O, 3.802, 1.0468, 16.9603, 0.0006, -0.0022, 0.0027
O, -1.39, 6.8863, 24.4062, -0.014, 0.0115, -0.0364
O, 14.9711, -6.7219, 13.3743, -0.0038, -0.0021, 0.0032
O, 3.6124, 20.2804, 16.4848, 0.0012, 0.0037, 0.0005
O, 7.5975, -6.6473, 19.2991, -0.0016, -0.0003, -0.0013
O, 8.1736, 9.0186, 23.6075, 0.0151, 0.0246, -0.0124
O, 0.7895, 8.2162, 15.3992, -0.0011, 0.0057, -0.0001
O, 2.7105, -1.5466, 10.3973, 0.0071, 0.006, -0.0057
O, 1.5804, 3.8941, 12.6071, 0.0119, -0.0097, 0
O, 3.6835, 3.7237, 17.0217, 0.0007, 0.0008, 0.0013
O, -4.2393, 7.0306, 10.1953, -0.0038, 0.0111, -0.0029
O, 0.9902, -3.4566, 10.0111, -0.0009, 0.01, -0.0103
O, 5.448, 1.3076, 21.3055, -0.0124, 0.0105, 0.0025
O, -2.8159, -7.6279, 16.8112, -0.0082, 0.0028, 0.0113
O, 9.0016, 4.2537, 21.6575, -0.0123, 0.0065, -0.0109
O, 0.1746, 2.5419, 22.2246, -0.0039, 0.0078, 0.0147
O, 18.9282, 9.4496, 10.4273, -0.0087, -0.0102, -0.0022
O, 11.9115, -0.8048, 13.4843, -0.0027, 0.0003, 0.0057
O, 8.9127, 13.1551, 20.0418, 0.0031, -0.005, 0.0025
O, 9.854, 2.2063, 15.13, -0.0017, -0.0012, 0.0028
O, -0.5335, 1.2161, 12.6649, -0.0019, 0.0038, -0.001
O, 0.7546, -4.8237, 13.7598, 0.0074, 0.0021, 0.0072
O, 1.4184, -1.5187, 20.7822, 0.0019, -0.0007, 0.0044
O, -5.0537, 24.593, 12.2134, -0.0016, 0.0009, -0.0053
O, -0.9184, 3.9525, 13.2002, 0.0008, -0.0061, -0.0012
O, 1.5667, -0.0877, 15.8714, -0.0026, -0.0027, -0.0046
O, 18.9049, 0.6048, 16.1983, 0.0048, -0.0055, -0.0023
O, -5.6404, -1.6773, 10.1933, 0.0042, 0.0044, -0.0056
O, 9.8323, 9.4331, 21.6155, 0.0094, 0.0015, -0.0056
O, 5.7836, 7.7317, 18.7964, -0.0024, -0.0073, -0.0015
O, 8.4154, 10.7245, 19.115, 0.0027, -0.0034, 0.0027
O, 3.4219, 6.2374, 21.2359, -0.0071, -0.0015, -0.0083
O, 14.7097, 10.5868, 20.3084, -0.0018, -0.0013, 0.0089
O, 8.0979, 2.1633, 13.1552, 0.0091, 0.0039, -0.0007
O, 4.032, 5.8802, 18.5901, 0.0063, -0.0005, -0.0008
O, 0.1075, 9.8402, 11.1092, -0.0059, 0.0119, 0.0021
O, 5.7333, 7.411, 21.5189, 0.0151, 0.0058, -0.0045
O, 1.9342, 5.8622, 16.2026, 0.0002, -0.0025, 0.0022
O, 8.1404, 2.7622, 7.9453, -0.006, -0.0029, 0.0233
O, 12.2036, 3.9017, 17.8631, 0.0026, 0.0001, -0.0032
O, -9.2811, -10.003, 11.3691, 0.0026, 0.0018, -0.004
O, -4.5129, 0.1588, 13.1173, 0.0013, -0.0075, 0.002
O, 20.8582, 12.4764, 17.6941, -0.0002, 0.0028, 0.0015
O, 14.7653, 2.2032, 19.3256, 0.0016, 0.0063, -0.0036
O, 1.946, 3.4935, 15.181, 0.0011, 0.0001, 0.0007
O, 2.6742, 1.5979, 21.5685, 0.0129, -0.001, 0.0036
O, 6.3448, 5.3407, 17.3796, 0.0035, -0.0048, 0.0061
O, 1.5056, -4.8419, 19.3795, -0.0062, -0.0026, 0.0038
O, -4.1, 10.585, 8.4456, 0.0224, 0.027, 0.0383
O, 3.1947, 8.173, 19.4111, -0.0053, 0.0109, 0.0048
O, 7.6464, -1.6121, 14.6979, 0.0179, 0.0173, 0.0224
O, -0.6774, 4.5102, 19.404, 0.0048, 0.0014, 0.0029
O, 5.0576, -1.7807, 14.3686, 0.0081, -0.0011, 0.0022
O, -0.9174, -0.7809, 15.3987, -0.0165, -0.0029, 0.0098
O, 5.1273, 5.0788, 11.078, -0.0087, -0.0176, 0.0083
O, 6.1788, 9.7753, 20.7104, 0.0027, -0.0141, -0.0037
O, 7.328, 11.9997, 10.7615, -0.0101, 0.0125, 0.015
O, 4.9959, 7.1842, 16.312, -0.003, 0.0067, -0.0011
O, 3.0825, 7.4744, 14.4947, 0.0031, 0.0011, -0.0031
O, 8.3753, 8.982, 17.1903, 0.0044, 0.0092, -0.0138
O, 15.0242, 12.4121, 24.3003, -0.0258, 0.0128, -0.0168
O, 10.327, -2.0382, 19.0852, 0.0009, 0.0001, -0.0007
O, -0.0944, -5.4597, 11.2437, 0.0022, -0.0105, 0.0219
O, 3.584, 2.8595, 11.0847, 0.0007, -0.0021, 0.0042
O, 2.6551, 2.7023, 8.1212, 0.0443, 0.0033, 0.0379

Results
free energy: -137506.766 eV
free energy less fixed offsets of O -568.88, Si -635.61 eV per atom: 1.934 eV

The program warned: the cutoff lies below the one the program advises for these potential files; the forces do not sum to zero within the program's tolerance; the exchange-correlation potential is rough where the density is thin.
